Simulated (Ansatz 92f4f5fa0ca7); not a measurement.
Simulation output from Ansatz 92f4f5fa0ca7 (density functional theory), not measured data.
Periodic cell of 222 atoms, Si131O89As2, from a study of silicon, its oxide and their interface. The atomic structure is a simulated model.
Doubt: the cutoff is far below the 930 eV that the study's wrapper takes by default for these files, so forces and energies are approximate.
This geometry differs little from another in the collection (a relaxation step or a small displacement).

Settings: functional PBE; potential files Ansatz PAW; basis plane waves; wave-function cutoff 580 eV; density cutoff ratio 5; exchange-correlation grid ratio 1; k mesh 1 x 1 x 1, Gamma-centred; self-consistency stop 5e-08 eV per atom in the density residual; occupations fixed; spin none; net charge 0.

Cell vectors (angstrom)
a	10.938	0	0
b	0	10.938	0
c	0	0	32.1988

Atoms: element, x, y, z (angstrom)
Si	10.5853	0.233	24.8611
Si	5.739	10.6815	24.7565
Si	2.4704	2.9241	24.6508
Si	8.4229	2.4629	24.8235
Si	0.2675	5.1733	24.757
Si	5.1525	5.7518	24.6866
Si	2.9316	8.0112	24.5905
Si	7.9346	8.443	24.7374
Si	1.323	1.3865	26.0419
Si	6.8458	1.3148	26.1221
Si	4.0431	4.1109	25.987
Si	9.5979	4.0654	26.08
Si	1.3929	6.8342	25.9935
Si	6.7654	6.8545	26.025
Si	4.0946	9.5383	25.9959
Si	9.4662	9.5758	26.1426
Si	2.7257	-0.0045	27.3503
Si	8.1609	-0.0139	27.5506
Si	0.0043	2.7282	27.4829
Si	5.439	2.7501	27.3654
Si	2.7252	5.4752	27.4211
Si	8.1816	5.476	27.359
Si	-0.0059	8.189	27.3727
Si	5.4345	8.2046	27.4408
Si	4.0788	1.3716	28.7368
Si	9.5766	1.3629	28.8498
Si	1.3659	4.1227	28.8131
Si	6.8233	4.1066	28.7388
Si	4.0923	6.8236	28.8021
Si	9.5569	6.8285	28.7445
Si	1.3688	9.5651	28.7363
Si	6.777	9.5495	28.8569
Si	0.0158	-0.0181	30.1541
Si	5.4372	0.0213	30.1565
Si	2.7351	2.7362	30.1442
Si	8.1882	2.7491	30.1467
Si	-0.0151	5.4804	30.1477
Si	5.4727	5.4633	30.1455
Si	2.7237	8.2067	30.1398
Si	8.2046	8.1927	30.1498
Si	1.3673	1.3673	31.515
Si	6.8362	1.3673	31.515
Si	4.1018	4.1018	31.515
Si	9.5708	4.1018	31.515
Si	1.3673	6.8362	31.515
Si	6.8362	6.8362	31.515
Si	4.1018	9.5708	31.515
Si	9.5708	9.5708	31.515
Si	2.7345	0	0.6835
Si	8.2035	0	0.6835
Si	0	2.7345	0.6835
Si	5.469	2.7345	0.6835
Si	2.7345	5.469	0.6835
Si	8.2035	5.469	0.6835
Si	0	8.2035	0.6835
Si	5.469	8.2035	0.6835
Si	4.1168	1.3607	2.0459
Si	9.5563	1.3609	2.0397
Si	1.3474	4.14	2.0161
Si	6.8479	4.0902	2.0657
Si	4.0994	6.8304	2.0424
Si	9.5729	6.8374	2.0559
Si	1.3727	9.5482	2.0575
Si	6.8382	9.5782	2.0328
Si	-0.0488	-0.0503	3.3684
Si	5.4941	-0.0095	3.4294
Si	2.7485	2.7984	3.3027
Si	8.2049	2.6995	3.453
Si	0.0055	5.4754	3.4384
Si	5.4763	5.4778	3.3951
Si	2.7479	8.1733	3.4468
Si	8.1939	8.2205	3.3796
Si	1.3206	1.4423	4.5648
Si	6.8573	1.3167	4.848
Si	4.0977	4.1025	4.7305
Si	9.5827	4.0871	4.7925
Si	1.3831	6.8043	4.8341
Si	6.8173	6.885	4.7445
Si	4.1319	9.5515	4.7948
Si	9.5411	9.5341	4.7949
Si	2.6687	0.1091	5.8721
Si	8.1853	-0.0796	6.2623
Si	0.0394	2.6717	6.1006
Si	5.4335	2.7255	6.0925
Si	2.7953	5.4247	6.1789
Si	8.1554	5.4686	6.0705
Si	-0.0047	8.1789	6.1769
Si	5.5014	8.2247	6.2466
As	3.9643	1.3622	7.4623
Si	9.805	1.1128	7.4514
Si	1.7105	3.7119	7.4132
Si	6.5838	4.3594	7.4364
Si	4.3711	6.6053	7.5123
Si	9.3251	6.9597	7.4473
Si	1.1563	9.9373	7.2693
Si	7.1143	9.2481	7.7118
O	8.2603	8.0963	7.9479
O	2.7661	2.6841	8.168
O	9.5198	1.3538	24.2547
O	4.0499	6.8682	24.1237
O	0.0371	0.0362	7.9454
O	5.4629	5.4521	7.9922
O	6.8434	9.5725	24.1961
O	1.3613	4.0651	24.1696
O	3.8349	7.3657	8.8985
O	0.8148	4.4562	8.5649
O	9.786	6.1929	8.8442
O	2.1819	9.4386	8.4578
O	7.3888	3.8176	8.7646
O	6.6778	9.5841	9.2765
O	9.0715	1.7572	8.7811
O	7.6909	3.1436	23.5239
O	10.4958	5.8496	23.4446
O	5.0955	0.4581	23.4305
O	5.855	5.093	23.3524
O	3.0976	2.2162	23.2882
O	2.3018	8.719	23.2163
O	8.6189	7.762	23.4011
O	0.2512	10.3419	23.5977
Si	4.3834	1.5757	22.4899
Si	3.5345	7.9525	14.0432
Si	7.1249	0.9959	14.6938
Si	0.9476	9.3602	22.5226
Si	1.2053	4.3499	11.9166
Si	6.2907	8.989	15.3603
Si	0.7097	1.3958	12.3008
Si	8.6319	4.9581	20.5237
Si	0.3243	5.7627	9.3746
Si	5.1217	3.1313	18.0248
Si	0.883	3.7348	16.7375
Si	10.4216	2.8624	19.2394
As	5.0422	0.9979	10.5135
Si	0.8958	0.1873	19.8499
Si	6.7648	9.3718	10.9167
Si	9.3516	9.6874	18.3251
Si	9.4877	9.1937	12.5823
Si	6.563	3.8429	22.5853
Si	2.452	8.1143	9.3559
Si	10.6128	7.3707	17.0934
Si	2.5245	6.297	16.5683
Si	10.1653	4.4821	14.1923
Si	6.15	9.1919	18.5481
Si	7.8184	2.4652	9.5653
Si	8.8784	2.1293	12.4252
Si	5.3518	6.2526	18.0875
Si	3.9311	0.554	19.5109
Si	4.2817	3.9089	12.2162
Si	5.6045	6.5951	12.1858
Si	8.0183	2.5179	17.2571
Si	4.3642	2.5303	15.0374
Si	1.5705	1.2104	15.2706
Si	1.6487	9.4417	12.0402
Si	8.0845	6.8642	13.9354
Si	10.4085	9.8355	15.4924
Si	9.8064	7.0232	22.5591
Si	8.1214	5.496	17.4282
O	6.1838	7.8511	11.2648
O	6.0217	9.2171	16.9356
O	7.7533	1.322	13.239
O	0.913	1.7437	13.8818
O	9.4643	6.2405	16.9153
O	6.7726	6.2196	13.2464
O	5.1606	4.6798	18.6649
O	9.2451	2.1698	18.2961
O	2.3811	0.1039	19.0895
O	9.4251	10.2346	16.7615
O	2.8122	4.5074	11.794
O	5.0804	10.3272	19.147
O	9.4158	3.2906	13.4016
O	0.4747	1.7782	19.9675
O	3.1873	1.3706	15.0784
O	8.1672	5.3899	19.0406
O	3.9085	6.5742	17.3898
O	4.5654	3.2695	16.4868
O	9.0624	5.656	14.3874
O	5.4386	2.7625	22.1272
O	10.6472	4.0618	15.6765
O	0.3557	3.8752	18.2778
O	10.4384	10.534	19.209
O	9.6945	10.0176	14.0208
O	10.9022	8.1324	22.0952
O	1.2276	2.155	16.5487
O	9.7543	3.7707	20.425
O	8.1239	4.0422	16.709
O	0.055	9.062	11.9308
O	6.6057	2.4275	18.0734
O	5.7781	10.5614	11.5293
O	7.7665	9.5982	18.8592
O	10.0687	1.0544	12.0299
O	1.2597	7.0561	9.0916
O	0.6141	4.7994	13.3745
O	5.7066	7.6301	19.0067
O	5.2749	5.0865	11.6052
O	2.7356	7.0072	15.1139
O	0.9714	2.7808	11.492
O	0.8912	10.6816	15.5638
O	2.491	8.6559	10.8843
O	4.7755	2.4599	11.6119
O	4.1869	3.6661	13.8579
O	2.176	4.6969	16.447
O	10.7207	8.2461	15.7095
O	6.9073	10.3372	14.7279
O	2.4184	8.999	13.4236
O	8.0311	1.5369	15.9518
O	4.1826	7.0542	12.8508
O	4.203	2.0257	18.8165
O	7.2998	4.4094	21.266
O	8.301	2.8271	11.0723
O	1.2077	6.8795	17.3692
O	5.6914	1.6959	14.7375
O	8.2916	9.6628	11.524
O	9.1987	6.2981	21.245
O	9.0284	7.6799	12.9139
O	1.6875	0.1501	11.8702
O	6.659	6.1693	17.0813
O	7.4569	7.8579	15.0885
O	1.2109	10.2999	21.2256
O	10.0465	8.2102	18.3636
O	3.9317	0.8206	21.1264
O	0.3772	5.3573	10.9339
O	6.5137	1.4841	9.5961
O	4.8118	8.706	14.7264

Results
free energy: -143603.810 eV
free energy less fixed offsets of As -4856.12, O -568.88, Si -635.61 eV per atom: 3.660 eV

Forces (eV/angstrom), in the order of the atoms: element, x, y, z
Si	0.0224	-0.0273	-0.0123
Si	-0.0093	0.0231	-0.0529
Si	0.0176	-0.0109	-0.0368
Si	-0.0256	0.0161	-0.0545
Si	0.0038	0.0058	-0.06
Si	-0.0032	-0.0123	-0.0388
Si	-0.0021	-0.0021	-0.035
Si	0.0249	-0.0179	-0.0449
Si	0.0081	0.0143	-0.0017
Si	0.0099	-0.0104	0.04
Si	-0.0046	0.0041	0.0144
Si	0.0079	-0.0027	0.0171
Si	0.0109	0.0098	0.0236
Si	0.0015	0.0105	0.0016
Si	-0.0006	0.0027	0.0105
Si	-0.0169	0.0089	0.027
Si	-0.0169	0.0066	-0.0681
Si	-0.0061	-0.0259	0.1279
Si	0.0151	-0.0003	0.0922
Si	-0.0085	0.0007	-0.0587
Si	0.0145	0.0012	0.037
Si	-0.0029	-0.0063	-0.0597
Si	-0.0083	-0.0063	-0.0519
Si	-0.0152	-0.0298	0.0609
Si	0.0297	-0.0108	0.0694
Si	-0.0463	-0.0014	-0.1282
Si	-0.0304	-0.0474	-0.0875
Si	0.0134	-0.0307	0.0791
Si	-0.016	0.0175	-0.0559
Si	0.0105	0.0158	0.0598
Si	-0.0112	-0.0029	0.0775
Si	0.0999	0.0381	-0.1439
Si	0.0351	-0.0201	0.0043
Si	-0.0531	0.0666	0.032
Si	0.0005	-0.009	-0.0015
Si	-0.0061	0.0202	0.03
Si	-0.001	0.0166	0.0252
Si	0.0198	-0.0019	-0.0002
Si	0.0026	0.0165	0.0155
Si	0.0109	-0.0131	0.0177
Si	0.0722	-0.0378	0.0051
Si	-0.0775	0.0745	-0.0539
Si	0.0568	-0.0733	-0.0047
Si	-0.1103	0.0592	-0.0345
Si	-0.075	0.0934	-0.0831
Si	0.0343	-0.1129	0.0311
Si	-0.1748	0.0249	-0.0142
Si	0.0396	-0.0775	0.0085
Si	-0.0067	-0.1061	0.1295
Si	-0.0846	0.0723	-0.2383
Si	-0.1141	-0.0114	-0.0569
Si	0.1385	-0.0143	0.0389
Si	-0.0578	0.1919	-0.2725
Si	0.0692	-0.1075	0.1231
Si	0.0616	-0.1355	0.0117
Si	-0.0471	0.0288	-0.0665
Si	0.0377	-0.0428	-0.0634
Si	-0.0079	-0.036	0.0031
Si	-0.0311	0.0147	-0.0209
Si	0.0265	-0.0205	-0.0355
Si	0.0599	0.0147	0.0103
Si	0.008	-0.0136	-0.0498
Si	0.0534	-0.0158	-0.0319
Si	-0.0442	0.0191	-0.0158
Si	0.0741	0.1639	0.0599
Si	-0.086	0.0302	0.017
Si	-0.0649	-0.1116	0.1387
Si	0.0321	0.0911	-0.0448
Si	-0.0704	-0.005	-0.0399
Si	-0.0479	0.0127	0.0184
Si	-0.0951	0.0375	-0.038
Si	0.0502	-0.099	0.0912
Si	-0.1363	-0.143	-0.1536
Si	0.0054	-0.0801	0.0269
Si	0.2201	0.1509	-0.1864
Si	0.0208	-0.0673	0.1036
Si	0.1036	0.0198	0.1064
Si	-0.0292	0.0379	0.0108
Si	0.0837	0.0358	0.0619
Si	-0.0196	0.0064	0.0083
Si	-0.1313	0.106	0.0696
Si	-0.0358	-0.0582	-0.0379
Si	0.0319	0.04	0.0285
Si	-0.1441	0.2084	0.2161
Si	-0.1096	-0.0592	0.0573
Si	-0.0328	0.0256	-0.0404
Si	-0.0279	0.0039	0.0246
Si	0.0493	0.0057	-0.0347
As	-0.1937	0.4428	0.4658
Si	-0.0351	0.1116	0.0218
Si	-0.1627	0.1947	-0.2859
Si	-0.0838	-0.1026	0.029
Si	0.0162	-0.0068	0.0514
Si	0.0227	-0.0481	0.0233
Si	-0.0635	0.0341	0.012
Si	-0.0173	-0.0656	0.0658
O	0.0352	-0.0048	0.0136
O	0.2906	-0.388	-0.5352
O	-0.0045	0.0097	0.0358
O	0.001	0.0062	0.0141
O	0.0681	-0.1293	0.0062
O	0.0493	0.0601	-0.0279
O	-0.0006	0.0032	0.0459
O	-0.0077	0.0037	0.0345
O	-0.0537	-0.0004	0.0197
O	0.1636	-0.1712	0.036
O	0.0244	0.0062	-0.0455
O	-0.0691	0.0223	-0.1077
O	0.0353	0.0255	0.0185
O	0.0956	-0.0789	-0.2189
O	0.054	-0.0136	0.005
O	0.0147	-0.0067	0.0232
O	0.0178	-0.0175	0.0463
O	0.01	-0.0149	0.0243
O	-0.0107	0.0204	0.045
O	-0.0084	0.0084	0.0278
O	0.0144	-0.0119	0.0431
O	-0.0092	0.0066	0.024
O	-0.0215	0.0207	0.0212
Si	-0.0094	-0.0206	-0.058
Si	0.0442	0.007	-0.0069
Si	-0.0484	-0.0062	-0.0008
Si	-0.0039	0.0099	-0.0645
Si	0.0176	-0.0195	0.0234
Si	0.0017	0.0004	0.0165
Si	-0.0027	0.0225	0.0366
Si	0.0207	-0.0078	-0.0547
Si	0.0433	-0.0313	0.0182
Si	0.008	0.0076	-0.0225
Si	0.0165	-0.0088	-0.0128
Si	-0.0029	-0.0051	-0.0386
As	-0.571	-0.011	0.0739
Si	-0.0067	0.022	-0.0519
Si	-0.1355	0.1872	0.1767
Si	-0.0036	-0.0027	-0.0101
Si	-0.0368	-0.0042	0.0001
Si	0.017	-0.0096	-0.0576
Si	0.093	-0.0765	0.093
Si	0.0043	-0.002	0.0047
Si	0.0117	-0.0099	0.0107
Si	0.0189	-0.0047	0.0229
Si	0.0029	-0.003	-0.0206
Si	0.0625	-0.0447	-0.0311
Si	-0.0135	-0.0213	-0.018
Si	0.0068	-0.0054	-0.0073
Si	0.0179	0.0119	-0.0578
Si	0.1199	-0.1641	-0.1054
Si	-0.0527	-0.0187	-0.011
Si	-0.0016	-0.001	-0.0031
Si	-0.0055	0.0087	-0.0287
Si	0.0292	0.0075	0.0124
Si	-0.0108	0.011	0.0886
Si	-0.0064	-0.0059	0.0316
Si	0.0173	0.0032	0.0268
Si	-0.0221	-0.0036	-0.047
Si	-0.0096	0.004	-0.0218
O	0.0558	-0.0151	0.0005
O	0.0018	0.0026	0.0158
O	0.0018	0.0071	-0.0023
O	-0.0218	-0.0079	-0.0271
O	0.0067	0.0047	0.0025
O	0.0586	0.0262	0.0311
O	-0.0016	-0.0045	0.0147
O	0.0213	0.0028	0.0256
O	-0.0027	-0.0046	0.0219
O	0.0073	-0.0067	0.004
O	-0.0129	0.0083	-0.0048
O	-0.008	0.0129	0.0155
O	0.0135	0.0229	-0.0191
O	0.0083	-0.0086	0.0222
O	-0.0078	-0.0146	0.0248
O	0.0059	-0.0041	0.038
O	-0.0023	0.0018	-0.0011
O	0.008	-0.0017	0.015
O	0.0007	0.0028	0.011
O	0.0045	0.0084	0.0241
O	0.002	-0.0011	-0.0166
O	0.0004	-0.0013	0.0184
O	0.0186	0.0051	0.0242
O	0.0052	-0.0033	-0.0228
O	0.0069	0.0021	0.0248
O	0.0075	-0.0068	0.0003
O	-0.0048	0.0154	0.0273
O	0.0033	0.0078	0.0031
O	-0.0005	-0.0012	-0.0217
O	0.0011	-0.0007	0.006
O	0.1585	0.0093	-0.0869
O	0.0093	0.0007	0.008
O	0.0007	0.0201	-0.0049
O	-0.0117	0.0219	-0.0196
O	0.0071	0.018	-0.0043
O	0.0052	0.0028	0.0153
O	0.0139	0.0662	0.0219
O	-0.0093	-0.006	-0.0041
O	-0.0161	-0.0044	-0.0034
O	-0.005	-0.0021	-0.0087
O	-0.012	0.001	-0.0513
O	0.0819	0.0232	-0.0556
O	-0.0113	0.0294	0.0699
O	-0.0002	0.0123	0.0029
O	-0.0022	0	-0.0002
O	0.0206	-0.0045	-0.0074
O	-0.0236	-0.0078	-0.0152
O	0.0113	0.0091	0.0071
O	-0.0268	0.0017	0.0107
O	-0.0077	-0.0204	0.0269
O	-0.0153	-0.0158	0.0402
O	-0.0155	-0.0216	0.0386
O	-0.0024	0.0058	0.0028
O	0.0195	0.0294	-0.0157
O	0.1316	-0.0413	0.0299
O	0.0098	0.0236	0.0352
O	0.0029	-0.0038	-0.0111
O	-0.001	-0.0284	0.0031
O	0.0208	-0.0035	0.0087
O	0.0156	-0.0096	-0.0177
O	0.0026	-0.0227	0.0495
O	0.0054	0.0026	0.0126
O	0.0076	0.0051	0.0614
O	-0.0168	0.0143	0.0098
O	0.1379	-0.0206	0.1067
O	0.0114	-0.0118	0.007

The program warned: the cutoff lies below the one the program advises for these potential files; the exchange-correlation potential is rough where the density is thin.
